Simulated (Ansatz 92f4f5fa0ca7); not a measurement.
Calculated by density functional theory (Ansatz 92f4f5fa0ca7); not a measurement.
Periodic cell of 208 atoms, Si124O76As8, from a study of silicon, its oxide and their interface. The atomic structure is a simulated model.
Doubt: the cutoff is far below the 930 eV that the study's wrapper takes by default for these files, so forces and energies are approximate.
This geometry differs little from another in the collection (a relaxation step or a small displacement).

Settings: functional PBE; potential files Ansatz PAW; basis plane waves; wave-function cutoff 580 eV; density cutoff ratio 5; exchange-correlation grid ratio 1; k mesh 1 x 1 x 1, Gamma-centred; self-consistency stop 5e-08 eV per atom in the density residual; occupations fixed; spin none; net charge 0.

Cell vectors (angstrom)
a	10.938	0	0
b	0	10.938	0
c	0	0	31.5496

Atoms and the computed forces on them: element, x, y, z (angstrom), force x, y, z (eV/angstrom)
As	10.4705	0.4286	23.9741	0.0013	-0.0042	0.0101
Si	6.0535	10.5383	24.2503	-0.0123	-0.0045	0.0029
As	2.2272	3.0722	24.0045	0.007	0.0023	0.0132
As	8.6684	2.2901	23.9962	-0.0046	0.0052	0.01
As	0.4359	4.9536	23.9497	-0.0065	0.0022	0.002
Si	4.7378	5.6673	23.9659	-0.0068	-0.0025	0.0012
Si	3.335	7.7055	24.1169	0.0004	0.0065	0.0077
Si	7.6461	8.6866	24.1651	-0.0063	-0.0045	0.0026
Si	1.2346	1.3919	25.4414	0.0047	0.0067	-0.0132
Si	6.9786	1.3553	25.5032	0.0012	0.0049	-0.0073
Si	3.9264	4.0545	25.4585	-0.0027	-0.0091	-0.0081
Si	9.675	3.999	25.4242	0.0052	-0.002	-0.009
Si	1.425	6.7669	25.2933	0.0006	-0.0046	-0.005
Si	6.7057	6.7353	25.1978	0.0086	0	-0.0053
Si	4.1945	9.5245	25.3914	0.0044	0.0013	-0.0069
Si	9.4967	9.6111	25.3902	0.0072	-0.0033	-0.0071
Si	2.7348	-0.0182	26.6959	0.0042	-0.006	0.0028
Si	8.2387	-0.0245	26.8697	-0.0031	0.0006	0.0024
Si	0.0028	2.7233	26.869	-0.0061	-0.0021	0.0038
Si	5.4684	2.7327	26.7292	-0.0015	0.0016	-0.002
Si	2.7051	5.5009	26.8213	0.0012	0.0065	0.0007
Si	8.1935	5.4571	26.6459	-0.0085	0.0017	-0.0004
Si	0.0146	8.1869	26.6665	0.0006	0.004	0.0023
Si	5.5108	8.1411	26.7733	-0.0089	-0.0018	0.0031
Si	4.1018	1.3673	28.1314	-0.057	-0.1306	-0.4457
Si	9.5708	1.3673	28.1314	0.0665	-0.1	0.8435
Si	1.3673	4.1018	28.1314	0.0603	0.2181	0.5437
Si	6.8362	4.1018	28.1314	0.024	0.1664	-0.509
Si	4.1018	6.8362	28.1314	0.1329	0.0968	0.3179
Si	9.5708	6.8362	28.1314	-0.0923	-0.0209	-0.7839
Si	1.3673	9.5708	28.1314	-0.0232	-0.1178	-0.5572
Si	6.8362	9.5708	28.1314	-0.03	-0.4514	0.3459
Si	0	0	29.4986	-0.0564	0.0785	0.048
Si	5.469	0	29.4986	-0.0884	-0.1129	-0.0053
Si	2.7345	2.7345	29.4986	-0.001	0.0858	0.013
Si	8.2035	2.7345	29.4986	0.0164	-0.0862	0.0175
Si	0	5.469	29.4986	0.0011	-0.1096	0.0166
Si	5.469	5.469	29.4986	-0.03	0.0552	0.0192
Si	2.7345	8.2035	29.4986	0.0531	-0.0092	0.0095
Si	8.2035	8.2035	29.4986	-0.0471	0.0745	0.0355
Si	1.3673	1.3673	30.8659	0.0515	-0.0991	-0.015
Si	6.8362	1.3673	30.8659	-0.0131	0.0425	0.0175
Si	4.1018	4.1018	30.8659	0.0877	-0.0413	-0.0109
Si	9.5708	4.1018	30.8659	-0.0545	0.0888	0.0249
Si	1.3673	6.8362	30.8659	-0.0558	0.0546	0.0186
Si	6.8362	6.8362	30.8659	0.0351	-0.0475	-0.0122
Si	4.1018	9.5708	30.8659	-0.0248	0.0386	0.0321
Si	9.5708	9.5708	30.8659	0.074	-0.0669	-0.007
Si	2.7345	0	0.6835	-0.0655	0.0802	0.0123
Si	8.2035	0	0.6835	0.0585	-0.0515	-0.024
Si	0	2.7345	0.6835	0.0418	-0.0601	-0.0257
Si	5.469	2.7345	0.6835	-0.0905	0.0521	0.0125
Si	2.7345	5.469	0.6835	0.0423	-0.0571	-0.0162
Si	8.2035	5.469	0.6835	-0.0758	0.0343	0.0042
Si	0	8.2035	0.6835	-0.0565	0.0928	0.0045
Si	5.469	8.2035	0.6835	0.0446	-0.0619	-0.0243
Si	4.1018	1.3673	2.0507	0.0703	-0.0359	-0.0058
Si	9.5708	1.3673	2.0507	-0.0684	0.0289	-0.0204
Si	1.3673	4.1018	2.0507	-0.0315	0.052	0.0004
Si	6.8362	4.1018	2.0507	0.0989	-0.0163	-0.0146
Si	4.1018	6.8362	2.0507	0.0128	0.1103	-0.0175
Si	9.5708	6.8362	2.0507	0.0549	-0.0577	-0.0035
Si	1.3673	9.5708	2.0507	0.0472	-0.109	-0.0421
Si	6.8362	9.5708	2.0507	-0.0468	0.0381	0.0108
Si	0	0	3.418	-0.1255	-0.0166	0.5945
Si	5.469	0	3.418	-0.0017	0.0867	-0.5436
Si	2.7345	2.7345	3.418	-0.015	0.0024	0.6853
Si	8.2035	2.7345	3.418	0.0218	-0.0393	-0.3762
Si	0	5.469	3.418	-0.0482	-0.0438	-0.6098
Si	5.469	5.469	3.418	0.1324	0.1204	0.4864
Si	2.7345	8.2035	3.418	-0.0133	0.2002	-0.6555
Si	8.2035	8.2035	3.418	0.0089	0.051	0.7532
Si	1.3391	1.3654	4.8647	0.0081	0.0096	0
Si	6.828	1.3666	4.7271	-0.0182	-0.0154	-0.0198
Si	4.1208	4.1278	4.8457	-0.0092	-0.0089	-0.0003
Si	9.5839	4.1001	4.7207	0.0152	0.0181	-0.0231
Si	1.3602	6.8497	4.6843	-0.0093	-0.0121	-0.0112
Si	6.828	6.8467	4.8836	0.0051	0.0069	-0.0055
Si	4.0692	9.6126	4.7067	0.0156	0.0125	-0.0173
Si	9.5585	9.5922	4.8921	-0.0084	-0.007	-0.0012
Si	2.7743	-0.0364	6.1789	-0.0097	0	0.004
Si	8.1049	0.1022	6.2232	0.0123	0.0003	0.0067
Si	-0.0673	2.8015	6.1844	0.0036	-0.009	0.0065
Si	5.5608	2.7204	6.1534	-0.0012	0.0074	0.0044
Si	2.7063	5.5969	6.1001	0.0075	0.0011	0.0069
Si	8.2996	5.3957	6.1711	-0.009	-0.0027	0.0091
Si	0.106	8.1496	6.1482	0.0031	0.0089	0.0061
Si	5.3536	8.3231	6.1387	-0.0019	-0.0081	0.0097
Si	4.4133	1.124	7.503	0.0031	-0.0031	0.002
As	9.1221	1.8443	7.623	0.0123	-0.0138	-0.0044
Si	1.0716	4.5176	7.4293	-0.0025	0.0022	-0.0002
As	7.2969	3.6778	7.6031	-0.0127	0.0179	-0.0086
As	3.6541	7.3086	7.5743	0.0148	-0.0115	-0.0096
Si	10.129	6.3417	7.4198	0.0062	-0.0034	-0.0065
As	1.8221	9.1372	7.5925	-0.0163	0.0102	-0.0096
Si	6.2373	10.1183	7.4675	-0.0037	0.0042	-0.0087
O	3.7207	1.9114	8.8411	0.0002	-0.0032	-0.0045
O	6.6933	9.3497	8.8646	0.0008	-0.0044	0.0035
O	9.511	6.9747	8.8257	-0.0016	0.0008	0.0022
O	1.89	3.9535	8.7905	-0.0017	0.0026	-0.0043
O	3.3983	8.4403	22.6125	-0.0023	0.0001	-0.0068
O	4.5033	4.9129	22.4468	0.0028	-0.0024	0.0024
O	5.997	0.232	22.7156	0.0009	0.0062	-0.0032
O	7.9104	8.4716	22.5463	0.0044	-0.0004	-0.0071
Si	9.5173	-0.1241	17.0039	0	0.0003	-0.005
Si	4.7096	3.9599	21.1002	0.0008	-0.0011	0.0012
Si	5.5156	-0.0873	17.1682	-0.001	-0.0006	-0.0044
Si	10.6775	2.2778	15.5151	-0.0011	0.0006	-0.0049
Si	9.1989	2.3479	12.6657	-0.0016	0.0016	0.0015
Si	1.4472	7.8747	11.7793	-0.001	-0.0009	0.0067
Si	8.7249	9.6674	14.3695	-0.0004	-0.001	-0.0004
Si	8.9104	4.3969	16.9105	-0.0005	0.0006	-0.0055
Si	8.8827	6.4472	14.6112	-0.0004	0.0004	-0.0006
Si	1.7721	6.0139	16.4846	-0.0004	-0.0009	-0.0052
Si	6.8269	0.2266	12.6187	-0.001	0.0004	0.0011
Si	2.4614	2.6186	19.0973	0.001	0.0004	-0.0063
Si	7.7535	10.7392	19.3089	-0.0006	0.001	-0.0035
Si	5.1618	2.4596	13.8729	0.0002	0.0021	-0.0038
Si	0.2038	4.5286	18.8366	0.0007	0.0004	-0.005
Si	0.6225	10.4696	13.4007	-0.0005	0.0007	0.0003
Si	3.0224	8.0965	21.0673	0.0014	0.0007	0.0005
Si	5.0202	4.6565	11.5619	-0.0009	-0.0026	0.0052
Si	3.5142	-0.1664	19.5331	0.0006	-0.0021	-0.0063
Si	4.9176	6.0754	16.8513	0.0004	0.0012	-0.0038
Si	5.8672	1.042	21.3259	-0.0003	-0.0024	-0.0004
Si	8.2045	8.0869	21.0072	0.0014	0.0011	0.0029
Si	7.9691	5.2329	12.1287	-0.0004	-0.0021	0.0029
Si	2.7934	2.1174	15.9929	0.0007	0.0005	-0.0032
Si	9.5244	7.3476	10.4012	0.0008	0	0.0027
Si	6.8443	9.0692	10.4509	-0.0014	-0.0006	0.0027
Si	2.2752	10.0265	15.9678	0.0008	0.0008	-0.0033
Si	4.7746	8.5753	15.0741	-0.0004	-0.001	-0.0034
Si	0.5104	8.5192	17.5477	-0.0006	-0.001	-0.004
Si	5.6087	6.5114	19.8233	-0.0019	0.0004	-0.0057
Si	6.1993	3.0962	16.4168	0.0005	0.0006	-0.0055
Si	0.2094	7.0376	20.3802	0.0012	-0.0011	-0.0022
Si	0.9959	2.4244	12.0932	-0.0004	0.0009	0.0002
Si	0.8597	5.3467	13.6474	-0.0008	-0.0005	0.0006
Si	2.9919	3.1281	9.6866	0.0015	0.0039	0.0063
Si	4.4776	7.6519	11.997	-0.0001	-0.0008	0.0049
O	10.2757	5.7938	14.0514	0.0006	0.0006	-0.0012
O	4.8934	3.4517	12.6368	0.0003	0.0001	-0.0017
O	4.226	7.1861	20.4143	0.0005	-0.0007	0.0004
O	9.0848	6.0062	11.2245	-0.0003	-0.0007	-0.0037
O	3.874	2.6082	14.872	-0.0013	-0.0003	0.0015
O	6.5098	10.5006	11.1712	-0.0008	-0.0005	-0.0042
O	1.3387	2.501	15.3917	-0.0006	-0.0002	0.0003
O	0.3858	7.8306	18.9838	-0.0004	-0.0009	0.0013
O	6.9755	7.1531	20.4522	0.0003	0.0003	0.0014
O	9.9375	10.2338	13.4116	-0.0004	-0.0009	-0.0014
O	7.6269	3.4193	17.1231	-0.0008	-0.0004	0.0016
O	1.0276	10.1991	14.9481	0.0006	-0.0005	0.0003
O	0.1432	7.7707	10.765	0.0021	-0.0004	-0.0042
O	8.0008	1.3158	12.3659	0.0007	0.0002	-0.0022
O	1.221	0.9874	12.9031	-0.0009	-0.0006	-0.0012
O	0.8934	3.0942	19.2033	-0.0005	0.0003	0.0039
O	5.6994	1.573	16.9348	-0.0001	0.0003	0.0014
O	1.0913	5.0763	17.6025	0.0001	0.0004	0.002
O	3.037	0.5116	15.9962	-0.001	-0.0005	0.0003
O	4.1872	10.5206	18.0718	0.0004	-0.0002	0.001
O	5.5385	2.6257	21.5606	-0.0008	0.0001	0.0009
O	4.7745	8.445	13.4237	-0.0006	0.0001	-0.0021
O	5.3045	4.4803	16.6456	-0.0003	-0.0007	0.0005
O	8.9501	0.4558	18.4178	0.0008	-0.001	0.0029
O	1.6916	9.6407	17.4449	-0.0017	-0.0005	0.0017
O	4.4461	6.0304	12.2235	0.0004	0.0015	-0.0062
O	3.2054	8.8047	15.4498	-0.0006	0.0009	0.0005
O	1.2824	9.3055	12.5115	0.0009	-0.0011	-0.0056
O	9.5603	4.5863	18.3991	0.0005	0.0001	0.0045
O	2.982	2.7338	17.5148	-0.0002	-0.0005	0.0003
O	10.5475	1.0493	16.5639	-0.0002	-0.0004	0.0007
O	6.6834	10.2992	18.1638	-0.001	0.0002	0.0016
O	4.6662	0.3104	20.5498	-0.0015	0.0011	0.0014
O	6.4298	2.9416	14.7977	-0.0001	0.0001	0.0007
O	10.0569	3.66	16.0468	-0.0002	-0.0009	0.0011
O	2.8436	9.4271	20.1483	0.0002	0.0002	0.0013
O	8.5539	5.7876	16.095	0.0003	-0.0009	0.0016
O	4.156	4.1652	10.25	-0.0002	0.0013	-0.0031
O	8.3831	8.5083	10.707	-0.002	-0.0009	-0.0052
O	7.2097	0.8942	20.3945	0.0019	-0.0012	0.0007
O	7.3452	9.9207	13.5446	-0.0001	-0.0001	-0.0008
O	8.9409	8.0805	14.7118	-0.0003	0.0014	-0.0012
O	3.406	3.4708	20.1731	-0.0018	0.0005	0.0015
O	9.8811	2.0083	14.1199	-0.0003	0.0001	0.0004
O	1.4259	6.5134	12.6702	0.0006	0.0019	-0.0051
O	8.5798	3.8266	12.6269	0.0003	-0.001	-0.0028
O	5.7071	8.007	10.9706	-0.0002	-0.0015	-0.0059
O	7.7081	6.0911	13.5104	0.0001	-0.0003	-0.002
O	10.0752	9.3077	17.2539	0.0001	0.0015	0.0017
O	8.288	9.4198	20.0849	-0.0002	0	0.0034
O	0.2993	5.432	20.1757	-0.0008	0.0009	-0.0007
O	0.8561	7.3767	16.4286	0.0002	0.0006	0.0013
O	1.0035	3.8633	12.9383	0.0003	0.0001	-0.0018
O	8.5196	10.5701	15.729	0.0003	0.0001	0.0003
O	2.1478	2.4902	10.9477	0	0.0007	-0.0022
O	9.6863	7.3809	21.0117	0.0004	0.0002	0.0013
O	5.6154	4.9036	20.1231	-0.0004	0.001	0.0015
O	3.0217	7.9914	11.2751	0.0001	-0.0004	-0.0034
O	10.3921	2.2675	11.5343	-0.0007	-0.0005	-0.0026
O	1.7763	5.3475	15.0024	-0.0002	0.0003	0.0015
O	3.299	6.2095	16.9975	-0.0003	-0.0002	0.0013
O	5.336	7.1342	15.6517	-0.0002	-0.0003	0.0006
O	5.5165	9.8818	15.8138	-0.0005	0.0004	0.0006
O	5.6301	6.6645	18.1999	-0.0001	-0.0004	0.0008
O	6.6107	4.9474	11.2555	-0.0012	-0.0009	-0.0011
O	5.5078	0.9681	13.2685	-0.0004	0	-0.0009
O	2.4144	1.0329	19.4749	0	0.0002	0.0026
O	1.543	7.4064	21.2427	-0.002	-0.0005	0.0004

Results
free energy: -160901.006 eV
free energy less fixed offsets of As -4856.12, O -568.88, Si -635.61 eV per atom: -1.526 eV

The program warned: the cutoff lies below the one the program advises for these potential files; the exchange-correlation potential is rough where the density is thin.
